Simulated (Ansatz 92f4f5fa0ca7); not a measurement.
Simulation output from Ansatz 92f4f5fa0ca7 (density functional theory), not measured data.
Periodic cell of 237 atoms, Si146O90B1, from a study of silicon, its oxide and their interface. The atomic structure is a simulated model.
Doubt: the cutoff is far below the 930 eV that the study's wrapper takes by default for these files, so forces and energies are approximate.
This geometry differs little from another in the collection (a relaxation step or a small displacement).

Settings: functional PBE; potential files Ansatz PAW; basis plane waves; wave-function cutoff 580 eV; density cutoff ratio 5; exchange-correlation grid ratio 1; k mesh 1 x 1 x 1, Gamma-centred; self-consistency stop 5e-08 eV per atom in the density residual; occupations fixed; spin none; net charge -1 e, with a uniform compensating background and no finite-size correction.

Cell vectors (angstrom)
a  11.6015  0  0
b  0  10.938  0
c  0  0  32.0622

Atoms and the computed forces on them: element, x, y, z (angstrom), force x, y, z (eV/angstrom)
Si  -0.1957  -0.0638  23.2811  -0.006  -0.0054  -0.0125
Si  3.6713  0.1973  23.1097  -0.0019  -0.0099  -0.0179
Si  7.5514  -0.1376  23.4553  -0.0005  -0.0178  -0.0044
Si  1.6891  1.3756  23.419  -0.003  0.0154  -0.0077
Si  5.7351  1.404  23.1932  0.0008  0.0189  -0.0091
Si  9.4418  1.2264  23.3733  -0.0011  0.0152  -0.018
Si  0.1574  5.3103  23.4642  0.003  -0.0094  -0.0046
Si  4.1217  5.2905  23.4007  0.0016  -0.0061  0.0004
Si  8.0319  5.6074  23.5559  0.0086  -0.008  -0.006
Si  2.1574  6.5781  23.3708  0.0053  0.0037  -0.0168
Si  5.9647  6.765  23.4927  -0.0046  0.0083  0.0029
Si  10.0083  6.8669  23.6094  -0.0063  0.0096  -0.0049
Si  1.9029  2.6612  25.3898  -0.0007  0.0112  0.0112
Si  5.8339  2.6529  25.2573  -0.003  0.0104  0.0129
Si  9.6285  2.6829  25.2756  0.0007  0.0164  0.0079
Si  11.5964  4.0054  25.393  -0.0002  -0.0085  -0.0014
Si  3.8937  3.9709  25.3313  0.0064  -0.0089  -0.0001
Si  7.7438  4.0951  25.3579  -0.0003  -0.0146  -0.0081
Si  1.9721  8.1486  25.1925  0.0014  0.0067  -0.0001
Si  5.7755  8.1641  25.3784  0.0047  0.0087  -0.0046
Si  9.7113  8.2607  25.4457  0.0045  0.0093  -0.0042
Si  11.6377  9.5639  25.2692  0.001  -0.0179  0.0155
Si  3.8664  9.5868  25.078  -0.0021  -0.0052  0.0141
Si  7.6903  9.5207  25.4188  0.0014  -0.0125  0.0085
Si  11.6476  -0.0126  27.2198  0.0051  0.0149  0.0015
Si  3.9024  -0.0539  27.1291  -0.0009  -0.003  0.0026
Si  7.7604  -0.0243  27.3046  -0.0058  0.0162  -0.003
Si  1.9844  1.3126  27.2951  -0.0011  -0.0057  -0.0069
Si  5.8324  1.3216  27.2107  0.0023  -0.0024  -0.002
Si  9.6935  1.3326  27.2279  -0.0038  -0.0111  0.0031
Si  11.5906  5.4678  27.249  -0.0031  -0.0055  -0.0024
Si  3.8473  5.42  27.2287  -0.0017  -0.004  -0.002
Si  7.7152  5.4608  27.286  0.0013  0.0057  0.0007
Si  1.9367  6.8226  27.1806  -0.0008  0.0065  -0.0014
Si  5.7617  6.7979  27.2926  -0.0046  0.0007  -0.0044
Si  9.6553  6.8199  27.3087  0.0048  -0.0033  -0.005
Si  1.9436  2.7181  29.2012  0.0126  0.0013  -0.0033
Si  5.7971  2.7188  29.1409  0.0015  -0.0007  -0.0126
Si  9.6788  2.7211  29.1715  0.0079  0.0114  -0.0157
Si  0.0111  4.0939  29.177  -0.0018  0.0024  0.0105
Si  3.8656  4.0898  29.1855  -0.0098  -0.0038  0.0068
Si  7.7361  4.0859  29.2037  -0.0117  -0.0082  0.0161
Si  1.9394  8.1873  29.1327  -0.0011  0.0037  0.0017
Si  5.7965  8.1836  29.2044  -0.0127  0.0045  0.0214
Si  9.6725  8.1925  29.2305  -0.0086  0.0075  0.0211
Si  0.0059  9.5602  29.1637  -0.0028  -0.0231  -0.0136
Si  3.8734  9.5585  29.1231  0.0079  -0.0062  -0.0268
Si  7.7346  9.549  29.2243  0.0132  -0.0166  -0.0028
Si  -0.0006  -0.0015  31.1085  0.0065  0.0211  0.0026
Si  3.8603  -0.0007  31.0803  0.0003  -0.0036  0.0003
Si  7.7311  0.0072  31.1328  -0.0094  0.0062  -0.0017
Si  1.9295  1.3685  31.1372  -0.0003  0.005  -0.0057
Si  5.7942  1.3682  31.0826  0.0022  0.0089  0.0031
Si  9.6678  1.3673  31.1282  -0.0047  -0.0132  -0.0024
Si  0.0087  5.466  31.1105  -0.0053  0.009  -0.001
Si  3.869  5.4739  31.1179  0.0033  0.0111  -0.001
Si  7.7413  5.4619  31.1455  0.0019  0.0202  -0.0012
Si  1.9376  6.8425  31.0899  -0.004  -0.0167  -0.0051
Si  5.8051  6.831  31.1383  0.0021  -0.0131  -0.0083
Si  9.6774  6.8297  31.161  0.0033  -0.0135  -0.0005
Si  1.9282  2.7557  1.0039  0.0001  0.0015  0.029
Si  5.7947  2.7526  0.9465  -0.0044  0.0023  0.0135
Si  9.6641  2.7311  1.02  0.0037  0.0346  0.0142
Si  -0.0173  4.1112  0.9827  0.0014  0.0025  -0.0193
Si  3.8632  4.1246  1.0023  -0.0068  0.0029  -0.0159
Si  7.7399  4.1121  1.0265  -0.0015  -0.0065  -0.0121
Si  1.9235  8.2104  0.9706  0.0054  -0.0001  -0.0241
Si  5.8012  8.2205  0.9921  0.0125  -0.0034  -0.0267
Si  9.6684  8.2205  1.0261  -0.0087  -0.0004  -0.0144
Si  -0.0017  9.5935  0.9981  -0.0215  -0.0311  0.0203
Si  3.8589  9.582  0.978  -0.0001  0.0087  0.0255
Si  7.7361  9.5817  1.0018  0.0136  -0.0168  0.0145
Si  11.5981  0.0382  2.9331  -0.0042  0.0551  0.0501
Si  3.8543  0.03  2.9235  -0.0111  0.0092  0.0035
Si  7.7509  0.0238  2.917  0.0049  0.0424  0.0356
Si  1.9289  1.4068  2.944  0.0067  -0.0061  -0.0014
Si  5.8164  1.3687  2.8504  0.0113  -0.0116  0.0126
Si  9.66  1.4088  2.996  -0.0146  -0.0704  -0.0002
Si  11.5518  5.4856  2.9058  -0.0296  -0.0238  -0.0168
Si  3.8731  5.5204  2.9346  0.0089  -0.0285  -0.006
Si  7.7452  5.4951  2.9701  0.0535  -0.0196  -0.0469
Si  1.8938  6.8269  2.8939  -0.0181  0.0157  -0.0158
Si  5.822  6.8632  2.921  -0.0141  0.0115  0.0109
Si  9.6556  6.898  2.9922  0.0108  0.0213  -0.0085
Si  1.9118  2.8471  4.8372  -0.0324  -0.0331  -0.0005
Si  5.8434  2.7379  4.7586  0.0127  -0.0029  -0.0343
Si  9.5954  2.6223  5.0574  0.1442  0.0534  -0.1433
Si  11.4905  4.0671  4.7874  -0.0028  0.0001  0.0231
Si  3.9234  4.106  4.8292  0.0019  0.0112  0.0392
Si  7.7762  4.1454  4.9157  -0.0658  -0.0204  0.0528
Si  1.8545  8.1872  4.8171  0.0338  0.0226  0.0389
Si  5.8171  8.3049  4.7908  -0.0209  -0.0053  0.025
Si  9.6526  8.3463  4.9121  -0.0159  0.0158  0.0334
Si  11.6015  9.7144  4.9343  -0.0419  -0.0574  -0.076
Si  3.8065  9.5009  4.804  -0.008  0.0273  0.0071
Si  7.7271  9.7324  4.9372  0.0251  -0.0396  -0.0792
Si  11.365  0.3529  6.7936  0.2687  -0.0256  0.074
Si  3.7378  -0.0057  6.6566  -0.0129  -0.0658  0.0072
Si  7.8905  0.2062  6.9133  0.0186  0.0238  0.0782
Si  1.9523  1.5033  6.7751  0.0741  0.0172  -0.0084
Si  5.7631  1.2826  6.6318  -0.0457  0.035  0.0218
B  9.6753  1.5129  6.8589  -0.3253  0.0793  0.2634
Si  11.5241  5.4741  6.6727  -0.034  0.0051  -0.0118
Si  3.9876  5.458  6.7899  0.0239  -0.0107  0.0015
Si  7.7388  5.6713  6.8108  0.0324  -0.0004  0.0377
Si  1.9654  6.6453  6.6364  0.0104  -0.0007  0.0144
Si  5.8332  7.009  6.7336  -0.0346  0.0049  0.0067
Si  9.7655  7.0397  6.9043  0.0134  -0.025  0.0055
O  10.0227  7.9639  8.3026  0.0038  0.0263  -0.0067
O  7.7198  10.0424  8.2312  0.0072  0.0281  -0.0294
O  7.3668  4.7666  8.166  -0.007  0.0291  -0.0116
O  3.3919  10.3664  8.2104  -0.0001  0.0215  -0.0237
O  2.0319  7.5572  8.0139  -0.0069  0.0031  -0.0147
O  3.9909  4.5994  8.2433  -0.0063  0.0114  0.0071
O  9.7449  2.368  8.062  0.0043  -0.1401  -0.158
O  2.5942  2.3517  8.1097  -0.0237  -0.0083  0.0225
O  11.3744  4.5209  8.022  0.0004  -0.0253  0.0135
O  5.3474  2.3866  7.8097  0.0384  -0.0221  -0.0045
O  5.8816  8.0529  8.0444  0.007  -0.0144  -0.011
O  11.2848  10.3488  8.1589  -0.0515  0.1264  -0.1284
O  11.2681  10.086  21.7992  0.0073  0.0269  0.0058
O  3.2338  10.7052  21.5275  -0.0061  0.0174  0.0167
O  5.77  7.7719  22.1736  -0.0033  -0.0147  -0.0083
O  4.2263  4.4477  21.9442  -0.0129  0.0128  -0.0034
O  7.6791  9.6801  22.1953  0.0116  0.0227  -0.0055
O  10.314  7.6724  22.1866  -0.0053  -0.0147  -0.0015
O  1.6198  2.401  22.109  0.0121  -0.0243  -0.0023
O  5.9458  2.4354  21.8776  0.0031  -0.0315  0.0021
O  8.4404  4.7018  22.2166  -0.0025  0.0093  0.0072
O  -0.0715  4.4452  22.0379  -0.0029  0.0185  -0.0025
O  2.3426  7.3494  21.9151  -0.0016  -0.0184  0.0027
O  9.1308  1.8811  21.8719  -0.001  -0.0163  0.0137
Si  1.9224  7.8087  9.5897  0.0064  -0.0203  -0.028
Si  5.0388  0.5764  17.6761  0.0073  0.0026  0.0055
Si  2.4991  5.4295  14.004  0.0126  -0.0004  -0.0416
Si  10.5589  3.8834  13.9907  -0.0092  -0.0025  -0.0373
Si  8.3031  2.3836  15.2443  0.0084  0.0034  -0.0289
Si  9.5493  2.2396  20.346  -0.004  0.0013  0.013
Si  10.4775  3.5186  8.9416  0.0547  0.0762  0.0477
Si  0.0057  2.2949  11.5027  0.0123  0.0124  -0.0405
Si  11.0316  8.1337  15.401  0.0044  0.0046  -0.0151
Si  5.1894  6.9222  13.9553  -0.0031  -0.0021  -0.0348
Si  5.7239  2.6269  11.1018  0.0032  0.0061  -0.0583
Si  8.5794  7.6632  19.3898  -0.0022  -0.0005  0.0178
Si  8.1208  4.8437  20.6314  0.0005  0.0036  0.0212
Si  5.9188  9.5828  15.1894  -0.0047  -0.0097  -0.025
Si  2.1063  7.6305  20.3359  -0.0008  -0.0014  0.0187
Si  1.9179  4.8858  18.7685  -0.0052  -0.0029  0.008
Si  4.5  3.4407  18.0049  0.0088  -0.0033  0.0026
Si  8.5065  8.9295  16.8153  0.0006  0.0028  -0.0031
Si  0.8199  9.4826  13.3092  0.0028  -0.0013  -0.0433
Si  9.8945  10.6236  11.7326  0.0078  0.0135  -0.0486
Si  5.3532  3.7034  21.0138  0.0011  0.0085  0.0055
Si  0.5911  5.5178  16.2298  -0.0007  -0.0009  -0.0146
Si  10.7872  9.1674  9.1323  -0.0485  -0.0716  0.0463
Si  6.5658  8.8882  21.2971  -0.0066  -0.001  0.0171
Si  7.1553  7.1369  11.4548  0.0028  -0.0108  -0.0414
Si  2.6611  0.7326  12.2057  -0.0029  0.0038  -0.0443
Si  10.8841  8.6813  21.0481  0.0015  -0.017  0.0095
Si  6.045  4.3133  15.6135  0.0047  0.0029  -0.0242
Si  7.0745  0.4912  12.9668  0.006  -0.0004  -0.0481
Si  4.0391  2.9864  8.5711  -0.0034  -0.0027  -0.0088
Si  0.8812  6.7525  11.8792  -0.0077  0.0086  -0.0513
Si  6.6293  9.1212  9.0397  -0.0223  -0.0369  0.0062
Si  0.6679  3.2873  21.1415  -0.0058  0.0049  0.0105
Si  9.7985  6.5399  12.8822  -0.0097  0.0006  -0.0506
Si  7.7343  4.5196  9.7263  -0.0279  0.0184  -0.018
Si  3.9872  10.0653  20.2162  0.0122  -0.0046  0.005
Si  4.2499  3.0349  13.5225  -0.0043  0.0016  -0.0444
Si  3.8792  10.0187  9.7281  0.004  0.0085  -0.0446
Si  8.0693  0.7859  18.0193  -0.0054  -0.001  0.0042
O  11.459  3.2819  12.7884  -0.003  -0.0055  0.0119
O  9.3482  4.3516  9.8115  0.0283  -0.0273  0.0022
O  8.8078  3.6011  19.8615  0.0014  0.0011  -0.0151
O  4.0486  -0.0614  18.8089  -0.0073  -0.012  0.0027
O  11.3589  4.5365  15.2489  0.0026  0.0035  0.0087
O  9.8595  9.7587  10.3485  0.0216  -0.0107  0.0043
O  3.7485  1.5347  13.1321  -0.0011  -0.0046  0.0232
O  0.6653  9.0586  14.8819  -0.0107  -0.0047  0.0075
O  6.4829  0.9887  18.3484  0.0025  0.0008  -0.0138
O  4.7652  3.1686  19.5973  0.0058  0.0032  0.0071
O  6.2394  1.2029  11.7522  -0.0001  0.0012  0.0303
O  0.5626  8.6692  9.8568  -0.0177  0.0179  0.0126
O  5.6452  4.3117  17.2094  -0.0083  -0.0054  0.0056
O  8.4614  7.2781  12.3999  -0.0084  -0.0045  0.0202
O  4.3821  2.6324  10.1429  -0.0049  0.0047  0.011
O  2.0788  5.6849  15.5594  -0.0097  -0.0013  0.0128
O  3.3773  0.0552  10.9215  0.0093  -0.0085  0.0203
O  5.9116  7.2132  12.5175  0.0074  0.0012  0.0201
O  2.2788  6.3543  19.3556  -0.0017  0.0139  -0.007
O  0.6559  4.9095  17.7384  0.0119  -0.0012  0.0013
O  8.3884  10.6683  12.365  0.0082  -0.0004  0.0237
O  5.499  10.0962  9.6998  0.0128  -0.0018  0.0139
O  0.5922  8.1975  20.2095  -0.0053  0.0051  -0.0141
O  9.7825  2.6224  14.6496  -0.0085  0.001  0.0124
O  1.9853  10.5972  13.2237  0.0033  0.0014  0.0201
O  9.9537  9.1032  16.1143  -0.0055  -0.0007  0.0083
O  6.1264  10.3651  13.7716  -0.0015  -0.0014  0.0187
O  7.4801  1.5792  14.1072  -0.003  0  0.0208
O  1.6375  3.9209  20.0254  -0.0087  -0.0076  -0.0024
O  5.9201  5.7764  14.8909  0.0015  -0.0044  0.015
O  7.3483  8.9588  15.6856  0.0065  -0.0007  0.0091
O  1.4913  1.6679  11.6067  -0.0154  0.0064  0.0248
O  7.2194  8.3082  10.3312  -0.0045  0.0254  -0.0028
O  4.3177  1.9842  17.2759  -0.0008  0.001  -0.0028
O  7.0013  3.1784  10.2749  0.0072  0.0061  0.0213
O  11.5349  6.9938  16.4397  -0.0012  -0.0013  -0.0032
O  8.2858  10.1418  17.8432  0.0009  0.0067  -0.0117
O  3.2877  8.5398  10.0872  -0.0003  0.0035  0.0239
O  7.5948  3.8268  15.5156  -0.0011  -0.0017  0.0082
O  3.146  4.3087  17.8934  -0.0061  0.0035  -0.0047
O  2.8942  3.8882  13.7268  -0.0002  -0.0037  0.0201
O  1.3275  8.2099  12.4482  0.0017  -0.0059  0.0235
O  1.2256  5.6823  13.0409  -0.0015  0.0033  0.0222
O  4.9979  8.2847  14.8432  0.0059  0.0066  0.0158
O  11.1719  2.3858  20.334  0.0051  0.0017  -0.0112
O  10.955  9.9768  12.7927  -0.0142  0.0021  0.0105
O  5.2575  3.5877  12.3519  -0.0005  -0.0028  0.0239
O  5.0963  3.1817  14.9043  0.0043  -0.0001  0.0131
O  6.4898  4.8003  20.5577  -0.0023  -0.0029  -0.0163
O  8.4448  1.5663  16.6441  0.0031  -0.007  0.0108
O  10.3863  1.2145  11.4853  -0.0019  -0.0103  0.0262
O  10.8747  6.6173  11.6525  0.0019  -0.0016  0.0273
O  3.2473  8.6734  19.8421  -0.0009  0.0008  -0.016
O  1.7176  6.4607  10.508  0.0021  0.0121  0.0143
O  7.1646  8.18  19.9808  -0.0056  0.0041  -0.0057
O  8.4863  7.588  17.7575  0.0025  -0.0033  0.0076
O  3.698  6.4193  13.5804  -0.0037  -0.0031  0.0208
O  9.5388  4.9962  13.3491  0.0097  -0.0013  0.0252
O  5.5207  9.9804  20.7394  0.0076  -0.0023  -0.0121
O  10.3462  7.3761  14.1501  0.0011  0.0012  0.0137
O  8.789  6.1582  19.9607  -0.0022  -0.009  -0.0144
O  7.1779  5.7165  10.6747  0.0238  -0.0173  0.0096
O  5.2558  10.5268  16.3725  -0.0027  0.0089  0.0085
O  9.0478  1.1462  19.2621  0.0079  0.0058  -0.0039
O  11.5521  3.0256  10.063  -0.0119  -0.0107  0.0084
O  9.7365  8.7048  19.8889  0.0109  0.0064  -0.0061

Results
free energy: -144146.347 eV
free energy less fixed offsets of B -154.04, O -568.88, Si -635.61 eV per atom: 5.953 eV

The program warned: the cutoff lies below the one the program advises for these potential files; the exchange-correlation potential is rough where the density is thin.
